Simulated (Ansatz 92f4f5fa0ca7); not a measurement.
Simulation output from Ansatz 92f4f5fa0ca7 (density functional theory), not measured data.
Periodic cell of 189 atoms, Si117O72, from a study of silicon, its oxide and their interface. The atomic structure is a simulated model.

Settings: functional r2SCAN; potential files Ansatz norm-conserving; basis plane waves; wave-function cutoff 1300 eV; density cutoff ratio 4; exchange-correlation grid ratio 1; k mesh 2 x 2 x 1, shifted by 0.5 0.5 0.5 of a step; self-consistency stop 5e-08 eV per atom in the density residual; occupations Fermi-Dirac, 0.05 eV; spin none; net charge 0.

Cell vectors (angstrom)
a  11.5403  0  0
b  0  11.5403  0
c  0.705  3.1902  24.8449

Atoms: element, x, y, z (angstrom)
Si  -2.0655  1.5046  -0.5985
Si  -1.8162  4.5822  0.0513
Si  -1.4569  7.7158  -0.1954
Si  1.9993  0.0712  -0.3653
Si  1.8706  4.5396  0.3752
Si  2.1937  7.6509  0.3551
Si  5.7151  -0.1409  -0.1084
Si  5.9219  5.1668  -0.3087
Si  5.9744  8.2969  0.1682
Si  -0.0508  0.6697  0.8026
Si  -0.0811  4.2607  1.5504
Si  0.152  8.1514  1.4351
Si  3.8367  0.1971  1.2508
Si  4.0952  4.2559  1.1681
Si  4.12  8.1923  1.5491
Si  7.7646  0.6361  0.9561
Si  7.7249  4.5772  1.2208
Si  8.0701  8.2754  1.1819
Si  0.0391  2.2496  2.6087
Si  0.0893  6.2397  2.8077
Si  0.039  10.2685  2.4607
Si  3.9643  2.2653  2.4939
Si  4.0358  6.1348  2.6969
Si  3.9161  10.0878  2.8396
Si  7.6696  2.49  2.4532
Si  7.8574  6.394  2.6566
Si  7.9433  10.2594  2.4765
Si  -1.9229  2.4053  3.8864
Si  -1.8408  6.2754  4.1056
Si  9.7651  10.2002  3.9529
Si  2.0198  2.3584  3.9081
Si  2.0746  6.2007  4.0864
Si  1.9015  10.1268  4.0012
Si  5.836  2.3907  3.9194
Si  5.9533  6.2757  4.0505
Si  5.9838  10.1594  3.9476
Si  9.6947  12.0996  5.3396
Si  9.693  4.2792  5.3384
Si  9.7295  8.2566  5.3336
Si  1.9771  12.0532  5.3566
Si  2.0082  4.247  5.3691
Si  1.9994  8.1799  5.3565
Si  5.9001  12.0648  5.3487
Si  5.9038  4.2877  5.3376
Si  5.9285  8.2368  5.3271
Si  0.0555  12.113  6.7424
Si  0.0668  4.2954  6.723
Si  0.0808  8.18  6.7192
Si  3.929  12.0582  6.6811
Si  3.9614  4.2851  6.6879
Si  3.9671  8.1977  6.6412
Si  7.8147  12.0985  6.727
Si  7.8085  4.2716  6.7363
Si  7.8334  8.2173  6.7011
Si  0.0421  2.456  8.2062
Si  0.0603  6.2375  8.077
Si  0.0727  10.1324  8.0281
Si  3.8668  2.4063  8.1068
Si  4.0187  6.2549  7.9819
Si  3.9316  10.1124  7.9815
Si  7.841  2.4096  8.1901
Si  7.8437  6.2499  8.0178
Si  7.8192  10.1511  8.0152
Si  9.7207  2.5055  9.6904
Si  9.6706  6.2204  9.5103
Si  9.7062  10.1303  9.4199
Si  1.9538  2.4749  9.5861
Si  2.0773  6.2195  9.2942
Si  2.0168  10.1393  9.3559
Si  5.8242  2.3755  9.3928
Si  5.9464  6.2611  9.3687
Si  5.8689  10.1205  9.3001
Si  9.6969  11.977  10.8681
Si  9.6479  4.5023  11.1937
Si  9.7338  8.1838  10.7717
Si  1.9236  11.9795  10.8544
Si  1.9726  4.5178  10.8895
Si  2.1223  8.1332  10.5625
Si  5.6955  11.9922  10.6984
Si  5.914  4.2987  10.6803
Si  6.0623  8.2269  10.6649
Si  0.062  11.2802  12.1572
Si  0.1758  4.9515  12.423
Si  0.2386  8.0748  11.8806
Si  3.811  11.6022  12.1981
Si  4.0418  4.3701  12.0298
Si  4.0772  8.5254  11.8159
Si  7.6154  11.7523  11.9288
Si  7.4544  4.6167  12.4533
Si  7.8929  8.5953  12.2713
Si  13.5242  6.3274  16.5153
Si  9.7505  5.5083  18.6708
Si  6.1242  7.6227  18.9509
Si  11.816  2.8768  20.3957
Si  6.9227  2.2189  14.3903
Si  1.1222  4.8278  18.6565
Si  2.7237  10.822  20.8538
Si  3.8858  13.7833  14.0382
Si  5.4549  11.5375  19.8441
Si  7.0371  4.9223  18.129
Si  1.1202  12.7355  22.7935
Si  1.436  2.2782  17.6329
Si  8.7521  9.177  15.0028
Si  6.3662  14.5502  20.3842
Si  1.2229  3.6604  15.1028
Si  12.8048  9.2977  16.6338
Si  5.0247  6.3415  16.5758
Si  5.5307  7.5126  22.0334
Si  10.0437  8.5772  17.861
Si  7.7618  10.1592  18.6971
Si  8.3117  11.7539  16.1753
Si  9.2258  3.9152  21.2082
Si  3.077  -0.2966  18.0059
Si  4.8162  4.473  22.4942
Si  3.0272  9.0397  22.828
Si  5.3466  6.4276  13.6881
Si  10.942  11.0504  14.9064
O  5.9734  5.0654  16.9243
O  -0.4398  4.7487  18.1734
O  -2.5282  0.9928  -2.1123
O  -1.5634  6.0938  -0.6995
O  4.9371  7.3482  17.862
O  9.9762  7.1002  18.5079
O  3.5172  5.9341  16.2465
O  9.9491  11.814  15.9836
O  4.3391  11.1067  20.9438
O  2.0067  6.1038  0.8833
O  5.0731  15.236  21.0873
O  5.8693  6.8234  -0.6493
O  5.6959  7.9681  20.471
O  4.5707  8.6245  22.6887
O  5.9566  13.0188  20.1709
O  6.8404  10.6726  19.9409
O  3.0104  10.4956  23.5808
O  1.6939  6.2631  18.1491
O  0.3941  9.6599  12.468
O  6.7638  6.0856  12.9077
O  6.6216  15.116  18.8922
O  5.344  2.3792  14.7586
O  7.6797  1.6444  15.7266
O  4.4237  5.086  13.4969
O  -0.1061  11.9843  13.6706
O  4.3776  7.5749  13.1073
O  8.1095  8.1608  13.9093
O  12.2548  10.4212  15.6115
O  2.1249  3.7315  17.9511
O  12.5483  4.3615  20.219
O  7.2719  12.6813  13.2387
O  13.1588  7.8301  16.0097
O  3.8895  9.9922  12.5202
O  0.6176  2.587  16.2275
O  3.6124  12.2037  13.7406
O  12.2291  2.4688  21.9032
O  7.6793  10.2079  12.4736
O  6.9613  8.8117  18.2326
O  5.665  6.9118  15.2074
O  5.827  -1.761  -0.6697
O  0.2415  6.6187  12.8119
O  1.8632  11.8689  21.6792
O  4.6751  11.3784  18.3814
O  6.9364  6.2302  19.0965
O  9.3005  9.6339  18.8843
O  -0.1613  11.9283  23.4467
O  1.4723  -1.4402  -0.9127
O  10.1945  2.8506  20.4472
O  7.7597  10.4329  15.3708
O  9.3441  5.238  20.2362
O  2.5257  1.0981  17.3604
O  2.2181  -0.5627  19.3412
O  0.3881  3.8738  13.7094
O  2.6792  0.8938  -1.6602
O  7.4736  3.6517  13.8152
O  11.6038  9.0467  17.7247
O  7.7314  3.2691  21.2293
O  2.7014  9.9379  17.1125
O  12.1752  1.9658  19.0496
O  4.8554  6.0474  22.1353
O  2.2578  7.8328  23.5787
O  6.1107  4.4022  -1.7971
O  8.596  4.9026  17.673
O  7.8531  11.4589  17.7132
O  -1.8849  3.1671  -0.8546
O  9.2725  8.5015  16.4147
O  2.7175  14.5901  14.8271
O  6.0432  4.0729  23.4888
O  12.7051  5.1854  15.7163
O  3.9518  2.7871  12.5006
O  10.0615  9.8251  14.2969
O  2.3967  9.3093  21.3533

Results
free energy: -47204.207 eV
free energy less fixed offsets of O -463.61, Si -117.95 eV per atom: -24.137 eV
pressure: -1.79 GPa
stress xx, yy, zz, yz, xz, xy (GPa, positive in tension): 1.09, 2.38, 1.89, -0.03, -0.1, 0.14

Forces (eV/angstrom), in the order of the atoms: element, x, y, z
Si  -0.2458  0.1888  -0.4708
Si  0.1333  0.1189  -0.207
Si  0.2879  -0.1428  -0.0107
Si  0.1117  0.0855  -0.1484
Si  0.1471  0.3164  -0.1483
Si  -0.2978  -0.3445  0.0019
Si  0.131  -0.3231  -0.571
Si  0.2542  0.0317  -0.1554
Si  0.019  0.0875  -0.5173
Si  0.2342  0.05  -0.0475
Si  0.1083  0.1899  -0.1027
Si  0.1575  -0.0666  -0.1898
Si  -0.1879  0.0117  -0.1558
Si  -0.0217  0.0635  -0.3436
Si  -0.1665  -0.1452  -0.1503
Si  -0.2634  -0.0138  -0.1039
Si  -0.3086  0.0757  -0.3715
Si  0.0013  -0.2433  -0.3255
Si  -0.1608  0.0503  -0.099
Si  0.2047  0.0037  0.3129
Si  -0.0022  -0.0612  -0.3534
Si  0.0644  0.1732  -0.1976
Si  -0.0623  -0.0487  0.3555
Si  0.0134  -0.0896  0.0514
Si  0.0292  0.1112  -0.0677
Si  0.0743  0.0984  0.1145
Si  0.0351  0.0945  -0.0976
Si  -0.0172  -0.1898  -0.0169
Si  0.0616  0.0293  -0.1943
Si  -0.1297  0.0945  0.0513
Si  0.0101  0.0715  -0.1111
Si  -0.0911  0.0225  -0.3288
Si  0.0097  0.0934  0.0324
Si  0.1068  -0.0701  0.0413
Si  -0.1374  -0.0931  -0.1908
Si  0.0409  0.095  -0.0092
Si  -0.1213  0.0465  -0.0359
Si  0.0131  0.0501  0.0074
Si  0.0289  -0.0542  -0.0497
Si  0.0821  -0.049  0.0446
Si  0.0695  0.1488  -0.0612
Si  -0.1252  -0.1766  -0.079
Si  0.0811  0.1034  0.0208
Si  -0.0288  0.0123  -0.0062
Si  0.0179  -0.1063  0.0295
Si  -0.0192  -0.0005  0.0636
Si  -0.0138  -0.0409  0.0696
Si  -0.026  0.0192  0.0695
Si  -0.0139  -0.0699  -0.0723
Si  0.007  0.0025  -0.0232
Si  -0.0241  0.2311  -0.0165
Si  0.1219  -0.1647  0.0152
Si  0.0006  -0.0543  0.0269
Si  -0.0363  0.055  0.0269
Si  0.0243  0.1521  -0.0257
Si  -0.0553  -0.0127  -0.0008
Si  0.0617  0.0194  0.0966
Si  0.0628  0.1471  0.0799
Si  -0.084  -0.1862  -0.0078
Si  0.0012  -0.0917  0.149
Si  -0.0242  0.0639  0.0184
Si  0.0251  -0.0579  -0.0344
Si  -0.0509  0.048  0.1098
Si  -0.0421  -0.0042  0.2398
Si  0.073  -0.0656  -0.0112
Si  -0.1306  -0.0482  -0.2208
Si  0.1307  -0.1231  0.1352
Si  -0.0085  0.0322  -0.1594
Si  -0.0533  0.1096  -0.16
Si  -0.0909  -0.106  -0.0031
Si  -0.0111  0.018  0.0528
Si  0.1239  0.0421  -0.0634
Si  0.0826  -0.0913  0.2054
Si  -0.158  0.0627  0.233
Si  -0.1968  0.0914  0.3563
Si  0.0781  -0.019  0.1011
Si  0.1029  -0.0008  0.0835
Si  0.1987  0.0585  0.2062
Si  -0.1837  -0.0955  0.2871
Si  0.0412  0.2542  0.0669
Si  -0.016  0.1406  0.2691
Si  0.1993  0.0303  0.4122
Si  0.067  0.2104  0.3322
Si  0.0003  0.0724  0.4194
Si  -0.0978  -0.4279  0.1026
Si  -0.066  -0.5076  0.4733
Si  0.0838  0.0415  0.4932
Si  -0.1434  -0.0934  0.6488
Si  0.108  -0.1714  0.038
Si  -0.0227  0.1329  0.2645
Si  0.1451  0.3245  0.1895
Si  -0.0181  0.0099  -0.3637
Si  -0.0016  0.0976  -0.2525
Si  -0.0066  -0.0578  -0.3634
Si  0.251  -0.2039  0.1524
Si  0.0803  0.2714  -0.0412
Si  -0.003  0.0227  -0.4241
Si  0.0825  0.0199  0.1062
Si  0.1125  0.0426  -0.117
Si  0.0113  -0.2453  -0.1329
Si  0.0042  -0.1928  -0.1491
Si  0.2866  -0.1988  0.0725
Si  -0.0978  0.0515  0.3278
Si  -0.1006  -0.2224  -0.4985
Si  -0.1016  0.0979  0.5011
Si  0.2325  -0.0412  0.2042
Si  -0.0936  -0.091  0.2441
Si  -0.142  0.1642  -0.2493
Si  0.2452  -0.0307  0.2695
Si  -0.0269  0.107  0.031
Si  -0.1488  0.0695  0.2978
Si  -0.008  -0.0899  -0.4726
Si  -0.0105  -0.0392  -0.1624
Si  0.0919  -0.1625  -0.1812
Si  -0.0851  -0.0005  -0.6156
Si  -0.195  0.0273  0.3146
Si  0.0682  0.0396  0.4765
O  -0.0259  0.3315  0.1173
O  0.0812  0.1035  0.2761
O  0.3141  0.105  0.4091
O  -0.1196  0.2174  0.4406
O  0.3139  -0.2266  -0.04
O  -0.0841  -0.0938  -0.0511
O  -0.0126  0.0846  -0.0404
O  0.0098  -0.295  -0.3763
O  -0.3538  -0.0853  -0.1111
O  0.1008  0.0423  -0.3374
O  0.1044  0.1832  0.4531
O  0.0473  -0.4237  0.4473
O  0.0485  -0.2015  0.3681
O  -0.1741  -0.0904  -0.0008
O  0.0043  0.144  0.0864
O  -0.0781  -0.0479  -0.2351
O  -0.0816  -0.0634  0.3414
O  -0.1074  -0.3698  -0.2408
O  -0.3152  0.0095  -0.1725
O  0.1599  -0.3077  0.1785
O  0.0551  0.2148  0.3309
O  -0.1237  -0.0735  -0.3024
O  -0.1662  -0.0306  -0.4262
O  -0.0042  0.0618  -0.5166
O  -0.0222  -0.4673  -0.341
O  0.1979  -0.1745  -0.0722
O  -0.0678  0.2765  -0.7382
O  -0.3339  0.0059  -0.1489
O  -0.4179  -0.0815  0.0786
O  -0.2148  -0.3158  -0.2085
O  0.1069  0.0033  -0.1024
O  -0.0445  -0.1042  0.079
O  0.0635  0.1294  -0.4741
O  0.2303  0.2433  -0.133
O  0.2171  0.2109  -0.3058
O  -0.117  -0.0308  0.0856
O  0.0863  0.0338  -0.1759
O  0.0267  0.0118  0.2083
O  -0.0799  -0.231  -0.4389
O  0.0526  0.3321  0.715
O  -0.0894  -0.135  -0.5591
O  -0.0754  0.04  0.3492
O  -0.1612  -0.0222  0.3127
O  -0.1035  0.0086  -0.1142
O  -0.2129  -0.1214  -0.3048
O  0.0037  -0.1569  -0.0197
O  0.0838  0.4719  -0.0193
O  0.1253  0.263  0.2696
O  0.3845  -0.0097  -0.0452
O  -0.0046  -0.326  0.2094
O  -0.1976  0.0599  0.098
O  0.3194  0.0722  0.2885
O  -0.0675  0.5625  -0.4722
O  -0.1515  -0.3045  0.3454
O  -0.1132  0.3208  -0.4713
O  -0.1036  0.0204  -0.2726
O  0.0756  0.2103  0.0849
O  -0.3277  0.0433  0.017
O  0.0703  0.3934  0.1021
O  0.0877  0.0491  0.1209
O  0.1865  0.1268  0.6002
O  -0.1807  0.2946  0.3276
O  -0.0921  0.1965  0.4185
O  0.1468  -0.2413  -0.2355
O  -0.0389  -0.5644  0.426
O  -0.0617  0.242  -0.3729
O  0.0505  -0.0708  -0.2073
O  0.0121  -0.2568  0.1181
O  0.1223  -0.3269  -0.098
O  0.0044  0.2219  0.1444
O  -0.0635  0.028  0.1314
O  0.3504  0.209  0.5503

The program warned: the forces do not sum to zero within the program's tolerance.
